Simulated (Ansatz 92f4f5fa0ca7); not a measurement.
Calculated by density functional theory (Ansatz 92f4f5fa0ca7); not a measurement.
Periodic cell of 216 atoms, Si120O64H32, with a vacuum gap, from a study of silicon, its oxide and their interface. The atomic structure is a simulated model.

Settings: functional r2SCAN; potential files Ansatz PAW; basis plane waves; wave-function cutoff 800 eV; density cutoff ratio 5; exchange-correlation grid ratio 1; k mesh 1 x 1 x 1, shifted by 0.5 0.5 0 of a step; self-consistency stop 1e-11 eV per atom in the density residual; occupations fixed; spin none; net charge 0; applied field sawtooth along c, amplitude -0.015 V/angstrom in the program's sign convention, ramp centred at 0.9875 of c and 0.0250 of c wide, no dipole correction.

Cell vectors (angstrom)
a 10.887 0 0
b 0 10.887 0
c 0 0 39.9259

Atoms and the computed forces on them: element, x, y, z (angstrom), force x, y, z (eV/angstrom)
Si -4.8406 2.8991 25.4822 0.0005 -0.006 -0.0098
Si -2.1797 7.9361 18.445 -0.002 -0.0009 -0.0016
Si 4.2872 14.6317 26.8145 -0.0045 -0.0062 -0.0219
Si -1.6912 1.0352 19.7138 -0.0007 -0.0019 0.0054
Si 11.6287 -5.7927 24.8535 0.0019 -0.0035 -0.0133
Si 8.2889 7.2683 26.0627 -0.016 -0.0025 0.0065
Si 4.8488 10.2527 27.5553 -0.0075 0.0071 -0.016
Si 3.3286 13.7397 18.6088 -0.0018 0.0003 0.0017
Si 9.7803 4.0316 20.1427 0.0001 -0.0017 -0.0039
Si 8.0584 5.5247 29.0432 0.0033 -0.0266 0.0104
Si 0.3327 10.1559 26.3287 -0.0134 0.0067 -0.0036
Si 18.412 15.9728 21.8008 -0.0015 -0.0007 0.0007
Si 4.0729 6.0136 27.2902 -0.0021 -0.0244 -0.0111
Si 5.4814 8.3698 28.9234 0.0179 -0.0039 0.0015
Si 11.3425 7.7353 29.0516 -0.0421 0.0251 0.0106
Si 18.9575 3.5905 24.4938 -0.0067 -0.0019 -0.004
Si 1.2948 1.1501 27.5508 0.0108 -0.0107 -0.0151
Si 2.9516 0.1092 28.8807 -0.0188 0.0224 0.0021
Si -1.1109 8.7384 27.5391 0.0316 -0.0058 -0.0283
Si 2.3409 6.016 29.0029 0.0595 -0.0218 0.0033
Si 5.3656 3.0225 28.8877 0.0111 -0.0107 0.0108
Si 8.5456 -0.5371 28.9382 -0.0455 0.0292 0.0134
Si 4.24 11.3939 24.7431 0.0012 0.007 -0.0041
Si 10.8596 2.663 28.8402 -0.0051 0.0057 0.0224
Si 1.3723 4.12 30.1531 -0.0084 0.0225 0.0398
Si 4.1996 1.4855 30.2774 0.017 0.013 0.0247
Si 1.5234 9.5349 30.205 0.025 -0.0059 0.024
Si 4.0305 7.0272 30.3222 0.0012 0.0276 0.0393
Si 6.6821 4.2402 30.3906 0.0086 0.0116 0.0044
Si 9.5481 1.2705 30.1927 0.0094 -0.0096 0.025
Si 6.9188 9.4885 30.377 -0.0041 -0.0096 0.0289
Si 9.5967 6.7684 30.3424 -0.0008 -0.0129 0.0282
Si 0.082 -0.0088 31.5558 -0.0187 0.0568 0.1668
Si 2.7545 2.7869 31.5832 -0.0438 -0.02 0.1681
Si -0.0092 5.3445 31.6605 0.0323 -0.0189 0.1492
Si 2.7272 8.2694 31.761 -0.0368 0.0067 0.1829
Si 5.5365 0.059 31.6368 -0.0157 0.0118 0.1745
Si 8.1261 2.7031 31.5334 0.0648 0.017 0.1744
Si 5.3346 5.5882 31.6956 0.0298 -0.0519 0.2045
Si 8.2253 8.1129 31.7194 -0.007 0.0177 0.182
Si 1.3933 1.3789 32.9397 0.0382 0.0213 -0.0097
Si 4.0353 4.1334 33.0121 -0.1004 0.2615 0.2761
Si 1.327 6.7872 32.9965 0.1438 0.0328 0.14
Si 4.1431 9.5991 33.0192 -0.1154 0.1284 0.4834
Si 6.8564 1.4239 33.002 -0.157 -0.2379 0.409
Si 9.49 4.0147 32.9902 0.1584 -0.109 0.0786
Si 6.7861 6.815 33.048 0.1013 0.0668 0.5407
Si 9.6077 9.5352 32.9598 -0.0451 -0.0452 0.2844
Si -0.003 2.6814 6.9254 0.0061 0.1692 -0.1516
Si 2.7473 0.0341 6.9125 0.0497 -0.2849 -0.3902
Si -0.0135 8.1535 6.9553 -0.0556 0.0997 -0.1617
Si 2.6308 5.408 6.9631 0.1119 -0.0254 -0.3501
Si 5.4778 2.7948 6.919 0.0131 -0.1695 -0.1988
Si 8.2491 0.0306 6.8657 -0.1184 -0.1007 -0.4416
Si 5.4424 8.1883 6.9633 -0.0634 -0.1553 -0.3915
Si 8.1192 5.4115 6.9358 -0.0458 0.3646 -0.2529
Si 1.2746 4.0452 8.3691 0.0309 -0.0241 -0.1495
Si 4.1368 1.3785 8.211 0.0734 -0.0187 -0.2073
Si 1.4062 9.5065 8.2726 -0.0277 0.0046 -0.1746
Si 4.0312 6.7493 8.2482 0.0192 0.0128 -0.1475
Si 6.791 4.1241 8.3846 -0.0454 0.0042 -0.2018
Si 9.5678 1.328 8.3132 -0.0299 0.0366 -0.2081
Si 6.851 9.6062 8.1869 0.004 -0.005 -0.1901
Si 9.41 6.8341 8.2837 0.0153 -0.0094 -0.1715
Si 0.1043 -0.0162 9.6589 0.0228 -0.0272 -0.0186
Si 2.8267 2.6643 9.6074 -0.0353 -0.0472 -0.0113
Si -0.2343 5.4142 9.6541 0.0011 0.0259 -0.0128
Si 2.7006 8.068 9.6343 0.0088 -0.0052 -0.0157
Si 5.4534 -0.0283 9.5667 -0.0093 -0.0054 -0.0448
Si 8.1209 2.6336 9.651 0.0091 0.021 -0.0315
Si 5.3697 5.5147 9.7417 -0.0337 -0.0204 -0.0423
Si 8.0671 8.2687 9.6362 0.026 0.0022 -0.0262
Si 1.6771 1.1648 11.0028 -0.0233 0.038 -0.0247
Si 2.1798 4.8966 12.128 -0.0265 0.0014 0.0124
Si 1.228 6.7079 10.9282 -0.0124 -0.006 0.0025
Si 4.4122 9.1719 10.8375 -0.0334 0.0193 0.017
Si 8.2906 0.1708 12.3055 0.0161 -0.0107 0.0145
Si 9.4106 3.9345 11.0983 0.0226 -0.0002 -0.001
Si 6.2371 7.4167 10.9139 0.0317 -0.0115 0.0054
Si 9.536 9.573 10.9495 -0.0153 0.0007 -0.0042
Si -3.7833 6.5343 12.8995 -0.0157 0.0172 0.0101
Si 0.7471 7.494 18.3352 -0.0009 0 0.0046
Si -1.6667 18.0208 13.747 0.0002 0.0072 -0.0002
Si 4.097 4.0014 11.0864 0.0192 -0.0231 -0.0141
Si 5.5364 2.7172 12.5634 0.006 0.0021 0.0017
Si 3.316 -3.5241 20.5548 0 -0.0012 0.0035
Si 4.647 11.1698 17.251 -0.0016 0.0006 0.0145
Si 6.7066 12.2069 11.0239 -0.0013 0.0107 0.0023
Si 7.7318 -0.1062 17.4935 0.0001 0.0002 0.0089
Si 1.2811 0.8545 15.3662 -0.0069 -0.004 -0.0107
Si -0.1043 8.1142 12.2701 0.0101 0.0101 0.0085
Si 10.3144 3.4698 17.2177 -0.0057 0.0042 0.0008
Si 3.4449 8.4201 18.3259 0.0023 -0.0015 0.0018
Si 11.4995 3.0471 11.9964 -0.0175 0.0053 0.0128
Si -4.9802 7.1306 14.777 -0.0029 0.0015 -0.0065
Si -0.6781 2.4089 13.7524 0.005 0.0153 -0.0024
Si -10.0395 -5.2579 21.7862 0.0005 -0.0003 -0.0019
Si -6.7087 30.6674 23.0935 -0.0008 0.0001 -0.007
Si 8.932 0.5542 24.7361 0.0011 -0.002 -0.0028
Si -29.515 -0.3973 12.3974 0.0145 -0.0363 0.0164
Si 22.4296 1.594 18.1617 0.0008 0.0016 0.001
Si -3.1432 -1.4231 14.8622 0.0007 -0.0054 -0.0034
Si 7.4651 -6.6451 12.88 0.0132 -0.0004 -0.015
Si -12.7076 4.202 14.6299 0.0161 -0.0081 0.0084
Si -12.6388 14.7741 27.7343 0.002 0.0116 -0.0079
Si -19.8703 5.0781 17.1198 -0.001 -0.0002 0.0044
Si -11.4848 -2.8962 20.9234 -0.0038 -0.0025 0.0074
Si -1.4991 -5.7671 25.7215 0.0071 -0.0064 0.0095
Si 12.3774 -1.6573 13.5705 -0.0116 0.0051 -0.0043
Si -3.7051 13.4112 27.4971 0.0033 0.0141 0.0003
Si -14.6152 -10.6205 27.2746 0.015 -0.0076 -0.008
Si 2.3812 18.6856 25.407 0.0011 -0.0025 -0.0056
Si -3.6139 -2.8228 23.0844 0.0002 0.0006 -0.0084
Si -28.6221 -20.7372 14.1803 -0.0173 0.0012 0.0049
Si -4.9164 6.4838 17.6168 -0.0003 0.0005 -0.0095
Si -16.6559 -6.0383 19.9685 -0.0013 0.0019 0
Si -8.0338 28.3945 14.6251 0.0074 0.0033 -0.0063
Si -26.1726 -15.0685 27.6455 -0.0177 -0.0136 -0.0209
Si -13.1828 -0.9771 22.0485 0.0002 0.0013 -0.0033
Si -8.4848 2.5447 26.0286 0.0007 -0.0053 0.0014
O 6.3962 -13.141 15.2561 0.001 -0.0004 0.0011
O 13.0454 -15.3764 21.2343 0.0009 -0.0002 -0.0011
O -18.8308 12.3762 24.8728 0.0011 -0.0002 0.0058
O -5.3415 1.4801 24.7369 0.0005 -0.0032 0.0012
O -13.2392 0.0602 23.2683 -0.0009 0.0025 0.0093
O -9.4281 3.7485 25.4335 -0.0069 0.0032 -0.001
O -19.1447 16.9608 16.1057 0.0003 0.0006 -0.0034
O -5.1274 5.145 18.5019 -0.0011 -0.0003 0.0019
O -17.9784 -0.9204 17.9245 0.0014 0.0018 -0.0013
O -37.8463 8.4011 23.3352 0.0025 -0.0003 -0.0035
O -31.2786 -10.1569 16.9746 0.0005 0.0025 -0.0024
O -17.2693 -4.6224 20.4323 -0.0016 -0.0005 0.0009
O -46.3856 10.672 15.9038 0.0008 0.0013 0.005
O -1.0148 15.1634 18.5573 0.0014 0.0027 0.0025
O 12.7709 -8.6429 19.0425 0.0005 -0.0007 0.0021
O -20.3852 -15.2596 25.3374 0.0012 0.0016 -0.0013
O -4.8066 -15.6627 16.0413 -0.0015 0.0027 0.0029
O 11.9093 -0.5934 14.7169 0.0008 0.0078 0.0069
O -6.7712 10.4916 23.4007 0.0013 -0.0003 0.0048
O -34.5757 8.3878 14.8158 -0.0018 -0.0048 -0.0088
O -15.5911 4.4953 21.1244 -0.0008 -0.0006 -0.0043
O 19.8199 7.8025 20.0488 0.0014 0.0006 0.0047
O 29.119 -15.1846 22.3792 0.0009 -0.0003 -0.0019
O -8.9559 -2.9808 14.4028 0.0053 -0.0058 0.0067
O -9.5613 5.9679 18.3618 -0.0001 0.0002 -0.0061
O 10.7 33.2954 19.1942 -0.0009 0.0008 -0.0002
O -11.6798 9.274 21.8775 -0.0006 -0.0004 -0.0016
O 18.8639 18.8286 24.5744 0.0038 0.0006 0.0105
O 42.7863 29.3061 17.7188 0.0006 0.0011 0.0081
O -0.4624 10.8929 25.0884 -0.0001 -0.0034 0.0012
O -29.0853 29.1153 26.4198 0.0022 0.009 0.0067
O -13.9097 -32.7209 25.7972 -0.007 0.0079 -0.0039
O -41.5997 8.315 17.6218 -0.0008 0.0008 0.0067
O 3.7468 -2.323 21.5695 -0.0007 0.0001 -0.0005
O 35.169 16.267 13.6605 0.0199 0.0139 0.0095
O -3.4718 17.9787 18.028 0.0025 -0.0012 0.0049
O -6.6786 -20.0745 17.8999 0.0011 -0.0032 0
O -0.0224 1.75 15.0971 0.0053 -0.0049 0.0066
O 15.2286 18.0651 14.3932 -0.0039 -0.0095 0.0132
O -3.386 21.0184 13.4098 -0.0071 0.0036 -0.0129
O 9.0297 -28.9647 16.206 0.0024 0.003 0.0062
O -28.319 10.3033 25.9652 0.0073 -0.0097 0.0047
O -12.5826 1.2657 13.127 -0.0019 -0.0029 -0.014
O 33.2671 8.1182 19.8411 -0.0023 -0.0007 0.0034
O -0.325 17.6353 21.9028 -0.0004 -0.0018 -0.0008
O -13.4288 -20.6204 18.3149 0.0004 -0.0011 0.0033
O 8.6582 -5.8337 20.6644 0 -0.0017 0.0029
O -6.2657 22.1732 15.5974 0.0023 -0.0043 -0.001
O -1.2081 5.751 14.5391 -0.0037 -0.0009 -0.0041
O 13.4572 23.3834 14.6925 0.0027 -0.0004 0.0049
O -13.7813 -17.7343 22.9361 0.0024 0.0023 -0.0063
O 36.776 14.4579 19.8395 0.0016 0 -0.0095
O -18.6658 -2.7964 24.0013 -0.0019 -0.0006 0.0042
O 0.3114 15.3117 20.8357 0.0009 0.0002 -0.0051
O -29.6128 4.0424 17.5536 -0.0015 0.0001 -0.0015
O -12.8571 2.1765 24.6624 -0.0017 0.0013 0.006
O -10.2304 -17.4921 16.4793 0.0001 -0.0014 0.0058
O -37.3942 -10.9233 17.69 -0.0023 0.0012 -0.0021
O -13.316 10.8597 20.7005 0.0008 0.0014 0.0033
O -6.1702 -3.3598 17.7636 0.001 -0.0013 -0.0047
O -9.8563 15.8943 23.2582 0.001 0.0016 -0.0027
O 12.43 9.1339 25.8298 -0.0018 0.0001 0.0042
O -12.4393 2.4901 20.4241 0.0004 -0.0008 0.008
O 8.396 -1.4127 18.1427 -0.001 -0.0004 0.0003
H 0.5435 2.1717 33.8721 0.3167 -0.2695 -0.3045
H 2.2179 0.5599 33.8721 -0.2499 0.3465 -0.2993
H 4.8872 3.3428 33.9445 -0.2017 0.199 -0.3255
H 3.1747 4.9144 33.9445 0.3388 -0.4158 -0.1727
H 2.1254 5.9426 33.9289 -0.2679 0.4022 -0.2381
H 0.5131 7.6168 33.9289 0.2295 -0.4352 -0.235
H 4.9305 8.7442 33.9516 -0.1834 0.3974 -0.2778
H 3.2994 10.3983 33.9516 0.5162 -0.1201 -0.1565
H 6.0323 2.2434 33.9345 0.2773 -0.1869 -0.2843
H 7.678 0.6019 33.9345 -0.2 0.2814 -0.2418
H 10.3299 3.2114 33.9227 -0.4766 0.1533 -0.2159
H 8.676 4.8442 33.9227 0.1739 -0.2711 -0.3442
H 5.9733 7.6457 33.9804 0.4453 -0.1945 -0.2001
H 7.5865 5.9724 33.9804 -0.3736 0.1367 -0.2245
H 10.3927 8.6783 33.8923 -0.2502 0.4745 -0.2016
H 8.793 10.3641 33.8923 0.2889 -0.1444 -0.2872
H -0.8429 3.4847 5.993 0.2815 -0.2204 0.2843
H 0.8469 1.8887 5.993 -0.369 0.2936 0.3028
H 1.9227 0.8531 5.98 0.2908 -0.3692 0.2796
H 3.5911 -0.7651 5.98 -0.3477 0.2647 0.1855
H 0.8005 7.3239 6.0229 -0.3788 0.2729 0.2789
H -0.7986 9.0104 6.0229 0.2959 -0.3575 0.2797
H 3.4914 4.627 6.0306 -0.4652 0.0796 0.2533
H 1.8324 6.2526 6.0306 0.2412 -0.4287 0.2594
H 4.6259 3.5853 5.9866 0.3489 -0.2054 0.2798
H 6.3019 1.9753 5.9866 -0.0924 0.3678 0.2805
H 7.4275 0.8526 5.9332 0.3296 -0.0969 0.2726
H 9.0637 -0.7983 5.9332 -0.3034 0.3704 0.2199
H 4.6551 9.0432 6.0308 0.1812 -0.3981 0.2548
H 6.2552 7.3576 6.0308 -0.2776 0.2726 0.2388
H 8.9333 4.582 6.0033 -0.2349 0.2402 0.3414
H 7.3189 6.2542 6.0033 0.1583 -0.4305 0.1937

Results
free energy: -113749.546 eV
free energy less fixed offsets of H -15.71, O -570.45, Si -639.56 eV per atom: 9.174 eV

The program warned: the cutoff lies below the one the program advises for these potential files; the forces do not sum to zero within the program's tolerance; empty levels may hold ghost states of the PAW files; the exchange-correlation potential is rough where the density is thin.
